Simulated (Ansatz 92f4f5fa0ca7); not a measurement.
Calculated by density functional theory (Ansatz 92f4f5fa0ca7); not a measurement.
Periodic cell of 226 atoms, Si133O92B1, from a study of silicon, its oxide and their interface. The atomic structure is a simulated model.
Doubt: the cutoff is far below the 930 eV that the study's wrapper takes by default for these files, so forces and energies are approximate.
This geometry differs little from another in the collection (a relaxation step or a small displacement).

Settings
functional: PBE
potential files: Ansatz PAW
basis: plane waves
wave-function cutoff: 580 eV
density cutoff ratio: 5
exchange-correlation grid ratio: 1
k mesh: 1 x 1 x 1, Gamma-centred
self-consistency stop: 5e-08 eV per atom in the density residual
occupations: fixed
spin: none
net charge: -1 e, with a uniform compensating background and no finite-size correction

Cell vectors (angstrom)
a, 10.938, 0, 0
b, 0, 10.938, 0
c, 0, 0, 31.9494

Atoms and the computed forces on them: element, x, y, z (angstrom), force x, y, z (eV/angstrom)
Si, 10.6224, -0.0093, 24.4198, 0.0117, 0.0088, 0.0148
Si, 5.0726, 0.1457, 24.615, -0.0137, -0.0034, 0.0183
Si, 2.7913, 2.2972, 24.5154, -0.0049, -0.0144, 0.0054
Si, 8.5577, 2.4282, 24.5282, 0.0313, 0.029, 0.0254
Si, 10.6695, 5.6013, 24.3013, -0.005, -0.0117, 0.0071
Si, 5.1614, 5.567, 24.3687, 0.012, 0.0057, -0.0099
Si, 3.0012, 7.935, 24.3659, 0.0065, 0.0101, 0.0027
Si, 8.4038, 7.8907, 24.3526, -0.0051, -0.0007, -0.0176
Si, 1.2861, 1.1252, 25.8409, -0.003, -0.0034, -0.0118
Si, 6.8048, 1.3364, 25.7143, -0.0107, -0.0057, -0.0032
Si, 3.9748, 4.0118, 25.7052, 0.0062, 0.0021, -0.0033
Si, 9.6705, 4.0237, 25.8273, -0.0097, -0.0219, -0.0145
Si, 1.329, 6.7939, 25.632, 0.0015, 0.0029, -0.006
Si, 6.7961, 6.725, 25.6683, -0.0011, -0.0053, 0.0007
Si, 4.0075, 9.4686, 25.9113, 0.0043, 0.009, -0.0088
Si, 9.47, 9.4415, 25.8024, -0.0017, -0.0005, -0.0075
Si, 2.6414, -0.1454, 27.2692, 0.0023, -0.0018, -0.0066
Si, 8.1249, -0.0575, 27.1281, 0.0005, -0.0004, 0.0011
Si, 0.0688, 2.6613, 27.1938, -0.0063, 0.006, -0.0057
Si, 5.4446, 2.7258, 27.0877, -0.0022, -0.0019, -0.0013
Si, 2.6575, 5.4193, 27.0797, -0.0024, 0.0004, 0.0048
Si, 8.1771, 5.3849, 27.0898, 0.008, 0.004, -0.0059
Si, 0.0114, 8.1519, 27.1104, -0.0016, -0.0072, 0.0013
Si, 5.5115, 8.1326, 27.1322, -0.0053, -0.0003, -0.0017
Si, 4.0876, 1.3242, 28.4755, 0, -0.0027, -0.0029
Si, 9.5348, 1.3228, 28.4897, 0.0018, 0.0066, -0.0053
Si, 1.3869, 4.0685, 28.5455, 0.0009, -0.0052, 0.0013
Si, 6.8004, 4.0742, 28.4941, -0.0009, 0.0021, -0.0017
Si, 4.0765, 6.7819, 28.4578, 0.0024, 0.0014, -0.0043
Si, 9.5537, 6.7783, 28.4558, -0.0035, -0.0017, -0.007
Si, 1.29, 9.4784, 28.6119, 0.001, 0.0041, 0.0076
Si, 6.817, 9.528, 28.5346, -0.0018, -0.0008, 0.0015
Si, -0.0472, -0.0167, 29.9135, -0.0037, -0.0102, 0.0014
Si, 5.4493, -0.0192, 29.8777, 0.0032, 0.0031, -0.0016
Si, 2.7704, 2.7122, 29.8812, 0.0035, 0.0117, 0.0003
Si, 8.1783, 2.7146, 29.8551, -0.0026, -0.0074, 0.0013
Si, -0.0215, 5.4399, 29.8716, 0.0033, -0.0008, 0.0001
Si, 5.45, 5.4544, 29.8663, -0.0032, -0.0063, 0.0034
Si, 2.736, 8.143, 29.8933, -0.0058, -0.0015, -0.0006
Si, 8.222, 8.1739, 29.8594, 0.0035, 0.0065, 0.0022
Si, 1.3661, 1.3758, 31.2383, 0.0021, 0, -0.0016
Si, 6.8208, 1.3679, 31.241, 0.0016, 0.0012, 0.0024
Si, 4.1135, 4.0869, 31.2605, 0.0002, -0.0033, 0.0003
Si, 9.5437, 4.0859, 31.2397, -0.0005, 0.0026, -0.0016
Si, 1.3525, 6.8085, 31.2574, 0.0027, 0.0001, 0.0012
Si, 6.8264, 6.8449, 31.2278, 0.0016, 0.0002, -0.0024
Si, 4.0839, 9.5607, 31.2499, -0.0005, 0.0027, -0.0013
Si, 9.5481, 9.546, 31.2739, 0.0002, 0.0014, -0.0003
Si, 2.7374, 0.0208, 0.6681, -0.0021, -0.0027, 0.0033
Si, 8.1985, 0.0191, 0.66, -0.0006, -0.0005, -0.0005
Si, 0.008, 2.7553, 0.6669, -0.0015, 0.0003, 0.0028
Si, 5.4849, 2.7488, 0.6936, -0.0011, 0.0014, -0.0018
Si, 2.7374, 5.4622, 0.6677, 0.0005, 0.0002, 0.0001
Si, 8.2044, 5.4968, 0.6552, -0.0016, -0.0012, 0.0042
Si, 0.016, 8.2139, 0.6938, -0.0011, 0.0009, 0.0001
Si, 5.4808, 8.2284, 0.674, -0.0012, -0.0011, 0.0019
Si, 4.1024, 1.3901, 2.059, 0.0002, 0.0023, 0.0002
Si, 9.6006, 1.3646, 2.0247, -0.0065, 0.0009, 0.0004
Si, 1.3558, 4.146, 2.0528, 0.0057, 0.0006, 0.001
Si, 6.8433, 4.1591, 2.0383, 0.0023, -0.0005, -0.0003
Si, 4.0949, 6.8578, 2.0239, -0.0037, -0.0029, 0.001
Si, 9.5771, 6.8505, 2.0574, -0.0012, 0.0028, 0.0002
Si, 1.3739, 9.6218, 2.0541, 0.0021, 0, -0.0018
Si, 6.8346, 9.6337, 2.0422, 0.0056, 0.0045, 0.001
Si, 0.0281, 0.0462, 3.4648, 0.0025, -0.002, 0.0062
Si, 5.4837, 0.0492, 3.4513, -0.0015, -0.0012, -0.0015
Si, 2.7175, 2.7775, 3.4014, -0.0025, 0.0011, -0.0022
Si, 8.2598, 2.7902, 3.3329, 0.0013, -0.0016, -0.0069
Si, 0.0275, 5.5256, 3.4698, -0.0013, -0.0009, 0.0038
Si, 5.4725, 5.5369, 3.4181, 0.0005, 0.001, -0.0019
Si, 2.7445, 8.2481, 3.3905, -0.0023, 0.0037, 0.0003
Si, 8.2416, 8.2965, 3.3796, -0.002, -0.0024, -0.0033
Si, 1.3784, 1.4607, 4.8432, -0.0006, 0, 0.0015
Si, 6.9133, 1.4875, 4.7226, 0.0039, 0.0038, -0.0029
Si, 4.0641, 4.1638, 4.7537, -0.0053, -0.0013, -0.0029
Si, 9.6016, 4.0886, 4.777, 0.0045, -0.0001, 0.0004
Si, 1.3707, 6.9833, 4.8363, 0.0063, -0.0005, 0.0007
Si, 6.8385, 6.999, 4.725, 0.0012, 0.0089, -0.0033
Si, 4.0987, 9.5808, 4.7907, 0.0011, -0.0052, 0.0005
Si, 9.6233, 9.5877, 4.8356, 0.0003, 0.0062, -0.0004
Si, 2.7619, 0.0426, 6.1407, -0.0021, 0.0039, -0.0073
Si, 8.299, 0.1326, 6.0881, 0.0031, -0.0039, 0.0018
Si, 0.021, 2.8085, 6.3024, -0.0018, -0.0041, -0.0009
Si, 5.5188, 2.8496, 6.0683, 0.0018, 0.001, -0.0006
Si, 2.7585, 5.6035, 6.1366, -0.0025, 0.004, -0.0035
Si, 8.2561, 5.6095, 5.9515, 0.0027, -0.0017, -0.0014
Si, 0.0536, 8.3173, 6.3674, -0.0037, -0.0041, -0.0058
Si, 5.5049, 8.312, 6.2264, -0.0018, 0.0004, -0.0014
Si, 4.4292, 1.1931, 7.3259, -0.001, 0.0015, 0.0122
Si, 9.8161, 1.1618, 7.6206, -0.0038, 0.0056, -0.0049
Si, 1.1819, 4.5131, 7.5007, 0.003, -0.003, 0.0044
Si, 6.6479, 4.5552, 7.2466, 0.0005, -0.0039, 0.0107
Si, 4.3266, 6.7162, 7.5456, -0.0003, 0.0058, 0.0022
Si, 9.7325, 6.6254, 7.4962, -0.0015, 0.0035, 0.0064
Si, 1.2856, 9.9484, 7.7072, 0.0014, 0.0027, 0.0141
Si, 6.7298, 9.9776, 7.4133, 0.0042, -0.0028, -0.0001
O, 9.5965, 1.234, 23.9946, -0.0076, -0.0047, -0.0028
O, 4.0993, 6.7696, 23.8984, -0.004, -0.0073, 0.0051
O, 3.9794, 1.2482, 24.0163, 0.0052, -0.0008, -0.0018
O, 9.5253, 6.742, 23.8662, -0.0029, 0.0083, 0.0044
O, -0.0236, 5.5553, 8.0111, -0.0007, 0.0025, -0.0025
O, 5.5783, 0.1385, 7.911, -0.0032, 0.001, -0.003
O, 0.0763, 0.1, 8.1475, 0.003, -0.0035, -0.0014
O, 5.5394, 5.6238, 7.882, -0.001, -0.0025, -0.0051
O, 7.6146, 3.9757, 8.4315, -0.0012, 0.0008, 0.0005
O, 8.7327, 7.0647, 8.7568, 0.0014, -0.0008, 0.0009
O, 2.1804, 9.4597, 9.0481, -0.0025, 0.0006, -0.0029
O, 8.8988, 1.6931, 8.9203, 0.0008, -0.0007, 0.0036
O, 7.6348, 9.4894, 8.7094, 0.0004, -0.0006, 0.0036
O, 3.6123, 1.8338, 8.5961, 0.0011, -0.0018, -0.002
O, 3.5845, 7.2303, 8.9522, -0.001, -0.0004, 0.003
O, 2.0675, 4.017, 8.8126, -0.001, 0.0008, 0.001
O, 8.1392, 3.5103, 23.3694, -0.0038, -0.0032, 0.005
O, 0.3937, 4.9255, 22.9298, -0.0027, 0.005, 0.0059
O, 1.8287, 2.741, 23.2627, 0.0008, 0.0021, 0.0012
O, 5.8005, 4.8001, 23.0668, -0.0026, 0.0021, 0.0082
O, 5.5492, 10.0108, 23.4866, 0.0031, 0.0022, 0.0041
O, 2.4546, 8.6864, 22.9962, -0.0008, -0.0017, 0.0003
O, 0.1942, 10.0367, 23.1085, 0.0005, 0, -0.0016
O, 7.8365, 8.7171, 23.045, 0.0027, -0.0012, 0.0093
Si, 8.6771, 7.6911, 18.4408, -0.0026, 0.002, 0.0045
Si, 8.7947, 6.3448, 13.6618, -0.0016, 0.0001, 0.0029
Si, 3.8, 1.5383, 14.7491, -0.0009, -0.0016, 0.0049
Si, 2.159, 5.7307, 17.6538, 0.0006, -0.0016, 0.0016
Si, 2.4241, 3.1074, 19.5242, 0.0009, 0.0018, 0.001
Si, 9.8249, 9.0193, 12.104, -0.0004, -0.0011, 0.0003
Si, 1.3243, 9.4175, 22.0684, 0.0029, 0.0002, -0.0016
Si, 9.1845, 0.9556, 13.2189, -0.0015, 0.0012, 0.0017
Si, 1.4189, 5.0453, 13.0602, 0.0014, -0.0005, 0.0013
Si, 1.8078, 8.25, 12.8521, 0, -0.0009, 0
Si, 6.7074, 9.7325, 22.3642, -0.0059, 0.0035, -0.0048
Si, 4.5361, 4.5943, 15.718, 0.0003, -0.002, 0.0036
Si, 8.2163, 3.0331, 9.5898, -0.0013, -0.0011, -0.0046
Si, 0.8501, 8.2457, 19.2588, -0.001, -0.0029, -0.0023
B, 6.9686, 1.3667, 21.0919, 0, -0.0073, 0.0005
Si, 8.2376, 8.3266, 9.683, -0.0005, 0.0009, -0.0043
Si, 10.8854, 5.1779, 15.6512, -0.0005, -0.0002, 0.0029
Si, 7.575, 9.4937, 16.335, 0.0013, 0.0017, 0.0045
Si, 9.7793, 2.0098, 20.3437, 0.0017, 0.0016, -0.0029
Si, 3.218, 8.5147, 9.935, 0.0004, -0.0006, -0.0048
Si, 6.673, 3.3371, 17.446, -0.0002, 0.0007, 0.001
Si, 1.1202, 0.2222, 19.8063, -0.0005, 0.0011, 0.0011
Si, 3.2386, 2.8097, 12.3121, 0.0012, -0.0007, -0.0001
Si, 7.2349, 5.4048, 19.7161, -0.003, -0.0017, -0.0035
Si, 5.7556, 8.676, 11.5593, 0.0023, -0.0008, -0.0026
Si, 5.7921, 6.074, 13.2165, 0.0018, 0.0005, 0.0022
Si, 4.6652, 9.7326, 17.6841, -0.002, 0.0006, 0.0036
Si, 0.9375, 3.5636, 22.1659, -0.0028, -0.0041, -0.0047
Si, 4.9899, 1.4727, 18.9766, -0.002, -0.0021, -0.0031
Si, 3.199, 3.0922, 9.5253, -0.0008, 0.0004, -0.0039
Si, 6.4601, 10.8165, 13.8128, 0.0009, 0.0008, 0.0028
Si, 10.3574, 0.1214, 15.9949, 0.001, 0.0001, 0.0035
Si, 5.6636, 3.6679, 11.1612, 0.0017, -0.0011, -0.0025
Si, 9.8449, 3.892, 11.9266, -0.0008, -0.0009, 0.0002
Si, 2.3584, 9.9303, 15.5886, 0.0001, 0.0015, 0.0042
Si, 6.1246, 8.1583, 19.825, -0.0012, -0.0023, -0.0008
Si, 6.9271, 3.8469, 22.309, 0.0062, -0.004, -0.0043
Si, 9.7215, 2.7638, 17.4182, 0.0021, -0.0017, 0.0008
O, 7.2021, 6.3779, 13.9874, 0.0001, -0.0005, -0.0033
O, 1.9017, 7.0561, 18.683, -0.0016, 0.0018, -0.0002
O, 10.274, 4.0215, 16.5689, -0.0016, -0.0018, -0.0017
O, 6.1818, 9.9761, 17.0576, -0.002, -0.0015, -0.0022
O, 10.1663, 0.7026, 14.4811, 0.0022, -0.0015, 0.001
O, 8.4664, 6.1183, 18.8755, -0.0006, 0.0005, -0.0011
O, 5.1782, 0.6869, 14.4412, -0.001, 0.0006, -0.0028
O, 5.677, 2.0746, 17.6087, -0.001, -0.001, 0.0011
O, 8.2152, 1.9198, 20.5525, -0.0001, -0.0006, 0.0025
O, 2.0462, 4.2826, 18.4241, 0.0009, -0.0021, 0
O, 6.9632, 2.8133, 10.6346, -0.0012, 0.001, 0.0021
O, 4.8748, 2.713, 12.2185, -0.0011, -0.0002, -0.0007
O, 6.0367, 4.3554, 16.3254, 0.0014, -0.0017, -0.0018
O, 4.5645, 3.9325, 9.9426, 0.0011, 0.0008, 0.0021
O, 10.6088, 2.7259, 21.5836, 0.0015, 0.0004, 0.0011
O, 9.7306, 6.1447, 14.9932, 0.0028, -0.0018, -0.0011
O, 6.0586, 6.5255, 19.9164, 0.0002, -0.0009, -0.0025
O, 4.1527, 0.1667, 18.4036, 0.0021, 0.0011, -0.001
O, 9.2666, 10.5405, 12.2951, -0.0001, 0.0012, -0.0005
O, 2.848, 4.3466, 12.7291, -0.0002, 0.0004, -0.001
O, 1.8748, 10.7137, 21.2139, -0.0009, -0.0017, 0.0011
O, 3.9965, 2.6839, 19.5141, -0.0012, 0, -0.0018
O, 0.7404, 10.0482, 15.981, -0.0001, -0.0007, -0.0032
O, 1.2636, 9.8081, 18.8428, -0.0006, 0.0002, -0.0014
O, 1.6938, 1.6521, 19.2518, 0, -0.0006, -0.0017
O, 8.9505, 10.3797, 16.4939, -0.0014, -0.0012, -0.0032
O, 4.9206, 8.5526, 18.7857, 0.0021, -0.0017, -0.0008
O, 9.5837, 8.7494, 10.5054, 0.0007, 0.0004, 0.0023
O, 6.7128, 4.1558, 18.8397, 0.0022, 0.0047, 0.002
O, 2.8569, 1.6964, 13.4046, 0.0015, 0.0001, -0.001
O, 5.8808, 8.8634, 21.2528, 0.0041, 0.0034, 0.0052
O, 2.5475, 2.4548, 10.8809, 0.0002, 0.0011, 0.0028
O, 7.6345, 4.8172, 21.1778, -0.0022, -0.0023, 0.0044
O, 5.2219, 7.4813, 12.5635, -0.0006, -0.0007, -0.0009
O, 0.4427, 9.0571, 12.5227, 0.0017, -0.0003, -0.0014
O, 7.5916, 1.0535, 13.5887, -0.0005, -0.0008, -0.0028
O, 7.1166, 9.6264, 14.7535, 0.0014, -0.0018, 0.0002
O, 8.9751, 5.0137, 12.7242, -0.0006, 0.0019, -0.0006
O, 8.1012, 8.0257, 16.9073, 0.0008, -0.0021, 0.0005
O, 6.2758, 2.4484, 21.8616, -0.0008, 0.0006, -0.0076
O, 2.4687, 9.0601, 14.1465, 0.0012, 0.0025, 0.0005
O, 0.4247, 4.4918, 11.8847, 0.0011, 0.0006, 0.001
O, 0.8117, 8.3065, 20.9311, -0.0015, 0, 0.0018
O, 9.3913, 3.8372, 10.3659, 0.0013, 0.0005, 0.0039
O, 9.6637, 2.3712, 12.5325, 0.0002, -0.0006, -0.0016
O, 7.6651, 8.5817, 19.3825, -0.0006, -0.0009, -0.0011
O, 2.5594, 8.1738, 11.3913, -0.0019, 0.0008, 0.0035
O, 3.9675, 3.0639, 15.3601, 0.001, 0.0031, -0.0031
O, 0.8199, 4.4715, 14.4608, -0.0016, 0.0003, -0.0003
O, 9.997, 2.9692, 19.0047, -0.0013, -0.0017, 0.0041
O, 9.1591, 7.7835, 12.9576, -0.0004, -0.0023, -0.0014
O, 10.4693, 0.5245, 20.0849, 0.0003, 0.0006, 0.0009
O, 6.0378, 5.051, 11.9393, -0.0002, 0.0024, 0.0013
O, 8.1299, 2.7325, 17.0307, 0.0002, 0.0006, -0.0019
O, 3.5478, 5.481, 16.7277, -0.0031, 0.0018, -0.0007
O, 4.6711, 9.1354, 10.3987, 0.0005, -0.0004, 0.0026
O, 1.5453, 6.667, 13.204, 0, -0.0003, -0.0025
O, 4.7627, 5.4903, 14.347, -0.0016, -0.0023, -0.0004
O, 1.9724, 3.8253, 20.9284, -0.0008, 0.0005, 0.0016
O, 10.5379, 1.4138, 16.9672, -0.001, 0.0031, -0.0009
O, 0.9606, 6.0397, 16.5785, 0.0019, 0.0002, -0.0015
O, 7.3388, 11.1317, 21.9257, 0.0002, -0.001, -0.0066
O, 6.0563, 0.9333, 20.032, 0.0024, 0.0024, 0.0073
O, 6.0768, 10.0339, 12.416, 0.0007, 0.002, 0.0009
O, 2.8481, 0.5572, 15.6186, -0.0012, -0.0018, -0.0041
O, 7.0571, 8.0243, 10.7789, -0.0032, 0.001, 0.0018
O, 10.2689, 7.9997, 18.6588, 0.0029, -0.0001, -0.0005
O, 3.4649, 9.2374, 16.6256, 0.0023, -0.0008, -0.0018

Results
free energy: -137021.913 eV
free energy less fixed offsets of B -154.04, O -568.88, Si -635.61 eV per atom: 5.217 eV

The program warned: the cutoff lies below the one the program advises for these potential files; the forces do not sum to zero within the program's tolerance; the exchange-correlation potential is rough where the density is thin.
